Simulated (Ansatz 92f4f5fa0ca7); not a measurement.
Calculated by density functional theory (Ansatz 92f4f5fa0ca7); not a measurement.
Periodic cell of 135 atoms, Si77O58, from a study of silicon, its oxide and their interface. The atomic structure is a simulated model.

Settings: functional r2SCAN; potential files Ansatz norm-conserving; basis plane waves; wave-function cutoff 1300 eV; density cutoff ratio 4; exchange-correlation grid ratio 1; k mesh 2 x 2 x 1, shifted by 0.5 0.5 0.5 of a step; self-consistency stop 5e-10 eV per atom in the density residual; occupations Fermi-Dirac, 0.05 eV; spin none; net charge 0.

Cell vectors (angstrom)
a	10.9265	-0.0601	-0.0535
b	-0.0601	10.9186	-0.012
c	-0.0961	-0.0215	19.5238

Atoms and the computed forces on them: element, x, y, z (angstrom), force x, y, z (eV/angstrom)
Si	9.6301	9.9197	14.3862	0.1038	-0.2293	0.0746
Si	8.8674	4.4114	12.1611	0.2088	1.4327	2.481
Si	6.5521	3.5043	16.0647	0.8343	1.0318	-1.8341
Si	0.921	9.4078	14.2575	1.0824	-0.5336	-0.0916
Si	6.0753	6.5625	8.2875	1.4839	-0.5344	1.1995
Si	10.2239	4.8028	0.6218	-1.8988	-1.4229	-0.2035
Si	5.7271	7.0157	14.5723	-1.6738	2.5865	3.3243
Si	-0.0382	5.1182	13.4034	0.3677	0.1118	-2.1684
Si	2.498	0.8337	7.9118	-0.8122	-1.0249	-0.3391
Si	0.2845	0.6225	8.5284	0.8145	1.2425	0.7251
Si	2.0945	8.0232	18.6648	-0.5891	-0.0394	2.3307
Si	2.6999	1.456	17.0296	-2.472	2.0177	-2.8636
Si	9.8902	8.669	6.515	-0.2361	0.0213	0.7225
Si	0.4941	10.8038	18.3025	0.3856	-1.0766	0.3187
Si	5.4543	1.5797	8.7289	0.8255	-0.2386	3.695
Si	1.7521	6.7604	15.0308	-2.4174	-3.0371	0.4151
Si	2.767	10.7786	2.6122	0.7973	1.4161	0.0845
Si	10.8306	2.3262	3.0532	1.215	-0.2413	0.0236
Si	2.5971	5.311	2.6838	-2.0531	-0.9351	-1.2972
Si	10.7558	8.2073	2.4829	-0.3722	0.102	-0.6827
Si	7.9003	10.7956	2.5255	-0.227	-0.4938	0.2809
Si	5.2561	2.8216	2.306	1.5368	-0.5895	0.7202
Si	8.183	5.5945	2.3217	1.5516	-1.4147	1.5475
Si	5.4682	8.0927	2.2859	0.7105	0.669	0.3941
Si	4.2005	1.3614	3.8953	-1.0491	0.6403	0.0343
Si	1.1728	3.9344	4.3251	1.0821	0.3895	-0.1224
Si	3.9464	6.8898	3.5339	1.1277	-0.8547	0.7411
Si	1.2882	9.6771	3.9626	-0.6259	-0.8373	0.1911
Si	9.3784	0.9213	4.1659	-0.4843	0.1639	-0.248
Si	6.9209	4.1217	3.7534	-1.1309	-0.4776	-1.4135
Si	9.5394	6.765	3.8487	-0.1761	0.3126	-0.0854
Si	6.5622	9.7227	4.1588	0.8459	-1.2007	-1.0363
Si	10.6213	10.6263	5.5507	0.1952	-1.2265	-0.1843
Si	2.8889	2.7781	5.6389	-1.0857	-0.1546	-1.9125
Si	10.7017	5.3793	5.405	1.379	0.9489	-0.1718
Si	2.6988	8.0198	5.0273	-1.0538	1.561	1.5079
Si	5.482	0.3391	5.4839	-1.1231	-0.6994	0.4821
Si	7.9291	2.5775	5.1857	0.0993	0.0869	0.7695
Si	5.5412	5.6182	4.8824	-1.1808	-0.7997	0.4697
Si	8.0629	8.0805	5.1674	0.4304	-0.159	0.1247
Si	1.6792	7.3146	12.3163	-0.0628	-0.8436	-0.7611
Si	8.307	6.9738	10.5828	0.9088	1.4975	0.1072
Si	9.3798	9.1932	8.8655	-0.4753	-1.6762	-0.284
Si	4.6904	3.9247	10.5454	-0.4609	-1.8872	2.021
Si	3.8683	9.6385	6.4649	0.8241	-0.2288	-1.9358
Si	9.0906	3.3248	2.0512	0.1555	0.7512	-2.0523
Si	3.5517	3.8001	1.0936	-0.2984	-0.7077	0.0142
Si	8.2933	7.7767	16.1487	-0.6905	1.2706	1.5489
Si	7.7944	0.8702	14.95	-1.132	1.2525	-0.0353
Si	0.8368	6.4339	1.2746	0.5811	1.2057	0.5045
Si	8.1723	5.5201	17.9458	1.7194	-0.6592	-0.1003
Si	3.1688	0.7624	14.1087	0.9403	-1.3584	-0.4231
Si	8.576	8.9662	1.093	1.3723	-0.3032	0.8371
Si	4.0724	9.4774	1.0983	-1.1272	-0.0277	0.1562
Si	6.9894	1.5409	1.1394	-0.3405	-0.1265	-0.6833
Si	2.0161	2.9888	12.2336	0.0875	3.2792	-1.4065
Si	3.8869	4.0877	17.5834	-1.9151	-0.1752	-0.0122
Si	6.776	9.9166	9.3148	1.443	0.5278	0.4054
Si	8.6365	0.0587	12.5943	1.5129	0.9275	-1.4306
Si	8.7488	4.5513	6.0245	-0.5609	-0.3166	0.8002
Si	6.6946	4.6232	13.0272	-1.5395	0.9856	0.0658
Si	8.4542	9.8706	18.4633	-1.7913	0.7363	-0.1392
Si	4.2268	5.1485	8.6312	0.0007	0.8422	0.1546
Si	6.6797	0.609	18.4644	0.7435	-0.0616	0.7267
Si	7.0664	9.6292	11.6465	-0.3839	-2.4609	-0.2063
Si	6.0864	2.3013	6.7855	1.1923	-0.096	-2.5958
Si	7.1942	6.2706	6.3296	0.1108	0.1015	-0.3943
Si	4.5635	3.9657	6.4935	0.215	2.3255	-0.3636
Si	5.0926	8.6446	8.1952	-0.5625	0.3586	0.3863
Si	4.5542	10.7403	18.8451	1.5644	0.4592	0.0233
Si	10.2653	1.9513	10.7564	-0.7467	1.9012	2.5244
Si	1.544	1.4732	1.4849	-0.4014	-0.1702	-1.6913
Si	7.1566	6.9763	0.9638	-0.2175	1.2648	-1.9314
Si	5.7336	10.0094	13.6183	-2.7702	-1.3195	0.2009
Si	3.3781	6.2364	16.5819	-0.2084	-0.8271	0.3169
Si	0.893	7.2914	6.6478	0.6591	-0.8213	0.6245
Si	2.7591	7.1103	9.3042	0.9396	-0.2911	-0.9125
O	2.4848	3.0926	17.3155	2.3881	-0.6504	0.109
O	1.0992	8.1831	15.4226	0.0967	1.5238	-1.4567
O	10.8177	0.5568	6.9487	-0.2886	0.857	-1.556
O	2.9701	8.4033	0.5313	-0.1763	-0.3143	-0.0702
O	3.9307	0.9425	8.6607	0.4137	-0.132	-0.1827
O	3.1931	3.7824	11.3349	0.0392	-0.5965	-0.2767
O	2.0575	10.5109	14.4762	-0.5431	0.7409	-0.2495
O	7.2288	6.4999	9.5382	-2.3829	0.0062	-1.68
O	9.1884	0.1693	15.4569	-0.5467	0.4767	-0.1141
O	9.1578	8.4429	14.9079	-1.0727	-0.7765	1.2807
O	6.9215	7.1225	15.6725	-0.003	0.5214	-0.8641
O	2.4583	7.3234	10.8636	-1.148	-0.6212	1.7285
O	7.4888	4.6115	16.8477	-1.9162	-2.2772	-1.2004
O	2.5539	6.7258	13.607	-0.2817	0.6633	-0.6987
O	8.0053	1.409	13.3441	-0.2206	-1.1728	1.8382
O	1.5401	7.0854	8.2474	-1.1986	0.2859	-1.4373
O	1.2554	9.3131	18.2509	-0.7272	1.0164	-0.2586
O	9.8302	10.5818	17.9941	0.7785	-0.2751	0.0011
O	5.4321	2.4543	10.1355	-1.3471	1.4177	-0.8869
O	2.8383	1.8599	12.9609	-0.4777	-1.1157	1.726
O	3.2155	7.4881	17.6641	0.3779	-0.4499	-0.9008
O	6.5086	10.6719	14.8863	1.4264	0.7428	-0.0084
O	5.6947	4.3834	11.7534	0.1099	-0.1102	-0.1248
O	1.1105	6.8334	19.2354	0.5271	0.1226	-0.8277
O	9.786	0.6299	11.5737	0.5348	0.3156	-0.3191
O	8.4031	2.4498	0.8049	-0.8616	0.0981	1.2656
O	7.1042	6.3311	18.857	-0.2427	0.2183	2.0663
O	6.2205	6.2048	13.3783	1.1741	-2.0399	-2.425
O	9.3234	4.5192	18.6867	-0.6203	2.2819	0.485
O	7.7145	7.989	11.7197	-0.4643	1.3892	-0.1241
O	6.2982	3.8891	14.423	0.2192	-0.4384	1.8216
O	10.2731	1.7052	9.1747	0.1415	0.568	0.1025
O	2.4528	10.3634	6.9054	0.3782	1.4363	1.5659
O	0.8881	2.4426	11.2202	-1.4787	-1.0298	-0.6469
O	3.4655	0.7261	18.1523	1.645	-1.2806	2.2843
O	7.7726	8.971	17.2803	1.7274	-1.5161	-1.4599
O	5.1603	8.5394	14.1808	1.0331	-0.7889	-0.1288
O	9.1188	3.1406	11.304	2.4136	-3.9899	-2.4871
O	4.177	4.2363	19.2146	-0.4243	0.0862	-0.986
O	10.7016	10.1527	9.1842	-1.0716	-2.1299	0.9953
O	8.9715	6.5827	17.0287	0.8921	1.3623	-0.307
O	2.162	2.1213	6.9738	0.6957	-0.2298	-0.3023
O	3.6722	8.4532	9.0584	0.2805	-0.2057	0.0739
O	0.2577	5.6867	14.8446	2.1145	2.2253	1.7755
O	1.1794	4.0666	13.1585	1.3952	-2.1017	-0.4341
O	6.7659	0.6561	9.1652	-1.0242	-1.1739	-0.605
O	1.3099	8.8398	12.7398	-0.6605	-0.2366	0.4052
O	8.9253	5.6329	11.1464	-0.028	0.8746	-0.3122
O	0.7644	0.5242	0.308	0.7364	0.8836	-0.3135
O	4.597	6.253	15.5352	1.2184	0.884	-0.9711
O	0.3754	6.3393	12.3107	0.1512	0.4518	-0.044
O	9.5007	7.764	9.7649	-0.1035	1.5205	-0.5093
O	7.3423	2.1034	15.9013	0.4918	-0.5337	-0.1888
O	5.1449	3.3458	16.8282	-0.3692	0.458	0.4283
O	3.4978	1.3269	15.5798	-0.656	0.6057	0.9535
O	4.4161	-0.0134	13.4198	1.2114	-0.1571	0.1072
O	1.2285	0.6529	17.036	0.5491	1.2015	0.5991
O	2.3701	2.703	0.6119	-0.5249	-0.7321	1.6845

Results
free energy: -35958.749 eV
free energy less fixed offsets of O -463.61, Si -117.95 eV per atom: 12.781 eV
pressure: -1.53 GPa
stress xx, yy, zz, yz, xz, xy (GPa, positive in tension): 2.18, 0.61, 1.81, 1.13, -1.29, -1.2
